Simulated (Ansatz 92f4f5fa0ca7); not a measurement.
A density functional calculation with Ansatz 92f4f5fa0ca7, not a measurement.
Periodic cell of 215 atoms, Si132O82P1, from a study of silicon, its oxide and their interface. The atomic structure is a simulated model.
Doubt: the cutoff is far below the 930 eV that the study's wrapper takes by default for these files, so forces and energies are approximate.
This geometry differs little from another in the collection (a relaxation step or a small displacement).

Settings: functional PBE; potential files Ansatz PAW; basis plane waves; wave-function cutoff 580 eV; density cutoff ratio 5; exchange-correlation grid ratio 1; k mesh 1 x 1 x 1, Gamma-centred; self-consistency stop 5e-08 eV per atom in the density residual; occupations fixed; spin none; net charge +1 e, with a uniform compensating background and no finite-size correction.

Cell vectors (angstrom)
a	10.938	0	0
b	0	10.938	0
c	0	0	31.5432

Atoms and the computed forces on them: element, x, y, z (angstrom), force x, y, z (eV/angstrom)
Si	10.4389	0.5723	24.3443	-0.0206	0.0023	0.0191
Si	6.0451	10.5021	24.1522	0.0027	-0.0236	0.0242
Si	2.1319	3.245	24.0836	-0.0015	0.0227	0.0216
Si	8.705	2.2541	24.3103	0.0277	-0.001	0.0183
Si	0.505	5.0529	24.1652	0.0068	-0.0198	0.0182
Si	5.0539	5.8949	24.1933	-0.0137	0.0154	0.0143
Si	3.3949	7.6504	24.1626	0.0147	-0.0057	0.0243
Si	7.8309	8.8276	23.9915	-0.022	0.0172	0.0207
Si	1.3467	1.4791	25.4592	-0.0157	-0.0075	-0.0134
Si	6.9232	1.2967	25.505	0.0078	-0.0023	-0.0097
Si	4.0288	4.1004	25.325	0.0054	0.0016	-0.0085
Si	9.6739	4.0929	25.4248	-0.0108	-0.0048	-0.0102
Si	1.5008	6.8112	25.3753	0.0038	0.0024	-0.0157
Si	6.8994	6.9474	25.2407	-0.0043	-0.0125	-0.0071
Si	4.2347	9.5284	25.3503	0.0049	-0.0068	-0.0168
Si	9.5281	9.6389	25.4388	0.012	0.0076	-0.0147
Si	2.7827	0.0039	26.6411	0.01	-0.002	0.0566
Si	8.229	-0.0298	26.9518	-0.0036	0.0036	-0.1531
Si	0.0201	2.7637	26.924	0.0014	0.0148	-0.1483
Si	5.4524	2.734	26.6624	-0.0046	-0.0007	0.0521
Si	2.7643	5.4351	26.8428	-0.0035	0.001	-0.1015
Si	8.2293	5.5227	26.6259	0.0057	-0.0017	0.051
Si	0.0428	8.2097	26.6504	-0.0152	-0.0185	0.0552
Si	5.5595	8.1932	26.8	-0.0066	0.0045	-0.082
Si	4.1131	1.3654	28.0747	0.0027	-0.0148	-0.0171
Si	9.5987	1.3671	28.2254	0.0114	-0.0016	0.2047
Si	1.3971	4.114	28.2244	0.0192	0.027	0.1994
Si	6.8416	4.1313	28.0248	-0.0019	0.0182	-0.0599
Si	4.1609	6.819	28.1377	0.0491	-0.0082	0.0883
Si	9.5991	6.8486	28.0602	0.008	0.0022	-0.0229
Si	1.3964	9.5869	28.0487	0.0143	0.0008	-0.0553
Si	6.8555	9.5361	28.23	-0.0377	-0.0477	0.1925
Si	0.0542	-0.0232	29.5244	-0.0088	0.016	-0.0068
Si	5.453	0.0071	29.4946	-0.003	0.0058	-0.0386
Si	2.7711	2.7065	29.5279	0.0002	0.003	-0.0309
Si	8.1784	2.7673	29.4712	0.0083	-0.0028	-0.0049
Si	-0.0079	5.4966	29.5001	-0.0094	0.0082	-0.0379
Si	5.5116	5.4467	29.503	-0.0043	0.0065	-0.0044
Si	2.7563	8.2099	29.4423	-0.0232	0.0224	0.0082
Si	8.2537	8.1642	29.5395	0.0054	0.0058	-0.0278
Si	1.3997	1.3486	30.906	-0.0103	0.0149	0.0023
Si	6.8222	1.3826	30.8371	0.005	-0.028	0.0027
Si	4.136	4.0846	30.8845	-0.0145	0.0064	0.004
Si	9.5566	4.1126	30.8436	0.0269	-0.01	0.0037
Si	1.3823	6.8586	30.8291	0.0055	-0.0284	0.0037
Si	6.8666	6.7997	30.901	0.0052	0.0215	0.0011
Si	4.091	9.5722	30.8455	0.024	-0.0052	0.0002
Si	9.6122	9.5541	30.8991	-0.032	-0.0103	-0.0009
Si	2.7572	-0.0331	0.7245	-0.0175	-0.001	-0.0059
Si	8.1841	0.0101	0.6652	0.0346	0.0142	0.0064
Si	-0.021	2.7417	0.6749	-0.0099	-0.0089	0.0067
Si	5.4846	2.7043	0.7161	-0.0028	0.0204	-0.0072
Si	2.7227	5.4755	0.6643	0.0138	0.0035	0.0085
Si	8.2251	5.4257	0.7316	-0.0179	0.0146	-0.01
Si	0.0462	8.1757	0.7143	-0.0123	0.0233	-0.0053
Si	5.4614	8.209	0.6723	-0.0076	-0.0299	0.0079
Si	4.1218	1.334	2.0824	-0.0046	0.0012	0.0149
Si	9.5305	1.3822	2.0449	0.0193	-0.0401	0.0278
Si	1.3391	4.1196	2.0442	0.0074	-0.0153	-0.0017
Si	6.8572	4.0473	2.0885	-0.0022	0.0057	0.0324
Si	4.0728	6.854	2.0398	0.037	-0.0117	0.029
Si	9.6155	6.7942	2.067	-0.0087	0.0006	-0.0003
Si	1.392	9.5405	2.0921	0.014	-0.0058	0.0253
Si	6.8237	9.5768	2.0509	-0.0018	-0.0034	-0.0112
Si	-0.0329	-0.0155	3.3583	-0.1269	-0.0043	-0.1828
Si	5.4737	-0.0244	3.4984	0.0123	-0.0146	0.0483
Si	2.7003	2.7159	3.3627	-0.035	0.0063	-0.1969
Si	8.192	2.693	3.531	0.0172	-0.0369	0.0213
Si	-0.0031	5.4498	3.5146	-0.0021	-0.0005	0.0736
Si	5.4498	5.4523	3.3461	-0.0187	0.0739	-0.2268
Si	2.7415	8.1886	3.5184	0.0163	-0.0202	0.0201
Si	8.2235	8.1804	3.3564	0.0261	0.0258	-0.1254
Si	1.2935	1.3581	4.6763	0.0317	0.0122	0.1543
Si	6.8395	1.2913	4.9369	0.0348	0.0127	-0.0677
Si	4.0668	4.1052	4.6552	-0.0021	0.0011	0.1707
Si	9.5683	4.062	4.9234	-0.0003	0.0172	-0.0721
Si	1.3599	6.8274	4.9237	-0.0123	0.0182	-0.0511
Si	6.8363	6.8168	4.6599	-0.0084	-0.0384	0.1606
Si	4.1151	9.5605	4.9134	-0.0212	-0.0204	-0.072
Si	9.5542	9.5549	4.7312	0.0624	0.0194	0.0931
Si	2.6132	0.0228	6.1082	-0.0043	0.0882	0.0954
Si	8.2571	-0.1261	6.2738	-0.0298	-0.0243	-0.0103
Si	-0.0036	2.6366	6.2184	-0.0186	-0.0042	-0.0071
Si	5.3919	2.7624	6.0847	-0.0881	0.0218	0.1027
Si	2.7646	5.4092	6.1719	-0.0006	0.0178	-0.0187
Si	8.0958	5.4535	6.1633	-0.0486	0.0315	0.1239
Si	-0.0158	8.2909	6.2281	-0.0533	-0.0092	0.0959
Si	5.5591	8.1241	6.1606	0.0205	-0.0095	-0.0031
Si	3.4779	1.9276	7.2066	0.048	-0.0613	-0.127
Si	10.0326	0.8302	7.4959	0.0307	0.0148	-0.0227
Si	1.7797	3.639	7.3694	0.0139	0.0016	0.0116
Si	6.2014	4.5286	7.4213	0.0989	-0.0243	-0.1293
Si	4.6397	6.3015	7.2937	-0.0378	-0.0067	-0.0375
P	9.1369	7.2062	7.2893	-0.2729	0.3428	-0.3466
Si	0.8876	10.1605	7.5556	-0.0059	-0.0592	-0.1278
Si	7.3739	8.9302	7.4842	0.1629	-0.1468	-0.0505
O	4.5892	6.6086	8.915	0.0005	0.0177	0.0126
O	1.3765	3.9651	8.9483	-0.0092	0.0101	-0.009
O	9.6524	6.5932	8.6767	0.1852	-0.2046	0.4423
O	1.3085	10.1161	9.169	0.0318	-0.0027	0.0865
O	6.0689	4.2092	9.0467	-0.0062	-0.0194	0.0751
O	3.7092	1.5826	8.7879	0.0203	-0.0134	0.0787
O	7.1922	8.9494	9.1325	-0.0299	0.031	0.0341
O	9.6639	1.0641	9.0916	-0.0356	0.0042	0.0293
O	8.2537	2.53	22.751	-0.0198	0.0099	-0.02
O	11.0026	5.5458	22.6478	-0.0081	0.018	-0.019
O	5.6249	0.0933	22.6492	-0.0145	0.024	-0.0233
O	5.2835	5.4107	22.629	0.0185	-0.016	-0.0278
O	2.152	2.8035	22.483	0.0092	-0.024	-0.0313
O	3.3255	7.86	22.5159	-0.017	0.0124	-0.0291
O	8.3724	8.7491	22.4147	0.0246	-0.0093	-0.0278
O	-0.1663	11.2315	22.7606	0.0221	-0.0163	-0.0254
Si	2.1493	2.995	12.9007	-0.005	-0.0025	0.0412
Si	8.687	1.3	10.3726	-0.0049	-0.0181	0
Si	1.0599	4.5076	15.3634	0.0011	-0.0033	0.0355
Si	7.5484	5.5779	12.1983	-0.0033	0.0004	0.0397
Si	2.4133	8.186	21.2093	0.0051	-0.016	-0.0025
Si	5.4061	7.775	12.4819	0.0073	-0.001	0.0412
Si	9.2652	0.4578	15.4949	0.0097	0.0063	0.0293
Si	2.913	-0.036	16.6636	0.0057	0.0033	0.0378
Si	10.4679	1.1777	12.6159	0.0036	0.0005	0.0507
Si	7.7647	2.8318	21.2405	0.0015	-0.0117	-0.0114
Si	9.1096	8.7831	14.4394	0.0114	-0.0085	0.0374
Si	1.4544	4.7922	10.3507	-0.0489	0.0264	0.0104
Si	4.4856	9.4885	19.1379	0.0035	0.0002	0.0091
Si	11.0739	6.1014	21.1165	0.0045	0.0076	-0.0088
Si	6.6057	10.4526	14.8458	0.0032	-0.0001	0.0434
Si	5.3874	0.733	21.1778	0.0106	-0.0093	-0.0141
Si	2.3478	9.7961	10.4048	-0.0126	0.0225	0.0056
Si	0.4271	10.6366	21.3877	-0.0105	0.0063	-0.0152
Si	5.8529	5.2531	21.1229	-0.0036	0.0056	0.0077
Si	3.6352	7.0838	10.1243	-0.009	-0.009	0.0082
Si	9.0448	5.6933	14.8402	-0.002	-0.0054	0.0384
Si	3.6602	4.0798	19.0943	0.0007	-0.0098	0.0175
Si	10.0233	3.6703	19.3169	-0.0045	0.0078	0.0054
Si	4.254	8.6721	15.3709	-0.0011	0.0009	0.0341
Si	0.4508	1.9182	17.1646	-0.0028	0.0023	0.023
Si	6.7943	7.5345	19.2394	0.0039	0.0052	0.0034
Si	5.2509	3.6249	16.7384	0.0018	0.0007	0.027
Si	7.7801	5.0162	17.5144	0.0075	0.0107	0.0197
Si	6.6791	9.9013	10.3792	-0.001	-0.0051	-0.0254
Si	4.3953	1.0204	10.1231	-0.012	0.0114	-0.0053
Si	-0.059	9.1007	11.8817	0.005	-0.0064	0.0435
Si	9.0994	8.6346	20.9405	0.0041	0.0033	-0.0067
Si	4.5468	1.6736	14.5767	-0.008	0.0031	0.0406
Si	2.4444	2.0843	21.0463	-0.0099	-0.0006	-0.0015
Si	6.3414	3.315	10.3882	-0.0042	0.0127	-0.0038
Si	3.4292	5.9178	16.74	-0.0001	-0.002	0.0276
Si	9.8353	6.5854	10.3321	0.0233	-0.0437	-0.1095
O	0.1172	2.6336	18.5884	0.0093	-0.0106	-0.0061
O	2.9218	9.6343	15.5877	0.001	-0.0038	-0.0232
O	10.8522	4.8145	20.1413	-0.0052	-0.0171	0.0006
O	7.5788	2.383	9.9126	0.0083	0.0007	-0.0042
O	10.8887	5.3899	10.7146	0.0213	-0.0106	-0.0233
O	6.5809	6.712	12.8632	-0.0057	0.0059	-0.0267
O	10.2917	8.1085	10.7083	0.0085	0.0309	0.0008
O	7.644	9.4552	13.9873	-0.0037	-0.0006	-0.0258
O	8.3811	6.2352	10.9482	-0.0293	-0.0099	-0.0048
O	5.3604	10.4855	20.0767	-0.0067	-0.0139	0.0002
O	2.1315	3.7775	11.4445	0.0081	-0.022	-0.008
O	7.9777	8.5428	19.7552	-0.0126	-0.0048	-0.0008
O	6.2061	6.7249	20.5337	0.0045	0.0069	0.0027
O	5.506	2.7158	15.4069	-0.0022	-0.0017	-0.0215
O	1.2986	0.9318	20.7043	0.004	0.0024	0.0129
O	6.063	9.0136	11.6018	-0.0207	-0.0133	-0.0016
O	4.6048	4.9856	16.1042	0.0005	0.0019	-0.0139
O	6.5898	3.9107	17.6276	-0.0042	-0.0049	-0.004
O	10.5361	10.6858	11.8206	-0.0081	0.0046	-0.0296
O	5.5729	0.502	13.9855	-0.0003	0.0019	-0.0246
O	8.0116	5.0887	15.9141	0.0029	-0.0003	-0.0198
O	9.7438	9.8204	15.5366	-0.0045	-0.0012	-0.0152
O	-0.3982	5.162	15.1337	-0.0001	0.0003	-0.0178
O	1.5706	6.8382	20.8036	-0.0008	-0.0017	0.0123
O	1.5019	0.6415	17.1865	0.0028	-0.0002	-0.0092
O	6.5937	1.7732	20.8175	-0.0007	0.0039	0.0154
O	1.0121	1.8129	12.8306	-0.0018	-0.0015	-0.0248
O	3.253	5.4979	18.3331	0.0002	0.0092	-0.0099
O	9.5203	2.021	11.5847	0.0107	0.0055	-0.019
O	1.0043	3.0986	16.181	0.0008	0.005	-0.0154
O	8.6127	5.165	13.3551	0.0054	0.0009	-0.0176
O	10.22	8.5479	13.2534	-0.0128	0.0076	-0.0105
O	1.4436	9.4031	21.6833	0.0007	0.0014	0.0126
O	10.074	9.9397	20.6138	-0.0036	-0.003	0.0128
O	3.1975	0.1861	10.9007	-0.0083	-0.0005	-0.0135
O	5.0933	2.3286	10.8419	-0.0009	0.0004	-0.0125
O	1.7401	4.1723	13.9304	-0.0021	0.0038	-0.019
O	7.9289	10.8493	10.8521	0.001	0.0211	-0.0221
O	9.1303	4.4715	18.2179	-0.0106	0.0053	-0.0088
O	5.6319	9.5049	15.7757	0.0037	0.0012	-0.0144
O	5.5425	-0.0662	9.7335	0.0244	-0.0089	0.0015
O	3.5902	2.3273	13.387	0.0035	-0.0014	-0.0205
O	1.9676	5.6526	16.0728	-0.0023	-0.0005	-0.016
O	9.7056	1.075	14.042	-0.0047	-0.003	-0.01
O	4.3643	6.9364	11.5551	0.0158	0	-0.009
O	4.7611	4.4735	20.2178	-0.0145	-0.0062	-0.0034
O	9.9533	1.3288	16.6561	-0.0055	-0.006	-0.0103
O	6.6993	4.2915	11.6475	0.0025	0.0111	-0.0232
O	5.5835	8.4104	18.5751	-0.0025	0.001	-0.0003
O	9.0659	2.7431	20.2634	0.0138	0.0048	0.0002
O	3.5892	1.137	15.7713	0.0025	-0.002	-0.018
O	4.2122	3.0749	17.9007	0.0081	0.0022	-0.0146
O	9.9165	7.2235	20.9061	-0.0006	0.0005	0.0146
O	3.347	8.6577	9.8152	0.0059	-0.0096	-0.0137
O	3.9354	7.425	16.3754	-0.0006	0.0009	-0.0154
O	7.6322	0.477	15.6952	-0.0028	-0.0019	-0.0161
O	8.9145	7.3051	15.0437	-0.0033	0.0068	-0.015
O	3.9273	1.435	21.1518	0.0037	0.0023	0.0171
O	1.5718	9.114	11.6871	-0.0087	-0.0063	-0.0187
O	2.3083	6.1605	10.1425	0.0141	0.004	-0.0144
O	7.3487	6.4667	18.1306	0.004	-0.0164	-0.0098
O	7.2191	4.366	21.1435	-0.0009	0.0024	0.0147
O	4.5531	8.2469	13.7998	-0.0048	0.0034	-0.0173
O	3.3334	8.6666	19.9603	0.0156	0.0093	-0.0051
O	2.4912	3.2387	19.8751	0.0078	0.0173	-0.0046
O	3.7473	10.3732	17.9723	-0.0128	0.0065	-0.024

Results
free energy: -131309.945 eV
free energy less fixed offsets of O -568.88, P -755.39, Si -635.61 eV per atom: -5.875 eV

The program warned: the cutoff lies below the one the program advises for these potential files; the exchange-correlation potential is rough where the density is thin.
